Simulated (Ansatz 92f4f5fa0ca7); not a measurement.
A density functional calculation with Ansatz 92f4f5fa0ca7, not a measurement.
Periodic cell of 372 atoms, Si256O116, from a study of silicon, its oxide and their interface. The atomic structure is a simulated model.
This geometry differs little from another in the collection (a relaxation step or a small displacement).

Settings
functional: r2SCAN
potential files: Ansatz PAW
basis: plane waves
wave-function cutoff: 800 eV
density cutoff ratio: 5
exchange-correlation grid ratio: 1
k mesh: 1 x 1 x 1, Gamma-centred
self-consistency stop: 1e-10 eV per atom in the density residual
occupations: fixed
spin: none
net charge: 0

Cell vectors (angstrom)
a	16.3305	0	0
b	0	16.3305	0
c	0	0	24.5009

Atoms: element, x, y, z (angstrom)
Si	-0.7257	0.506	0.0918
Si	2.0249	3.0089	-0.1549
Si	0.0672	5.321	0.4032
Si	2.8184	8.1062	0.437
Si	0.8422	10.4436	-0.0918
Si	2.8351	13.7295	-0.046
Si	5.4632	0.1972	-0.3084
Si	8.4859	2.424	0.1367
Si	5.0048	5.9423	-0.0057
Si	8.0046	8.1839	0.1308
Si	5.6952	10.285	0.0264
Si	8.4987	13.4387	0.387
Si	10.7671	0.2483	0.3201
Si	13.5243	2.7386	0.4913
Si	11.4061	4.9315	0.0719
Si	14.2427	7.4603	-0.2055
Si	10.4798	11.0914	-0.0978
Si	13.5515	13.2499	-0.3033
Si	1.1075	1.423	1.3387
Si	3.9215	4.0641	1.0547
Si	1.4184	6.724	1.6397
Si	4.2313	9.4573	1.656
Si	1.6317	12.162	1.3142
Si	4.2129	15.1083	1.2
Si	6.856	1.2621	1.3069
Si	9.6326	4.0404	1.3712
Si	6.7161	6.7505	1.4332
Si	9.5236	9.4735	1.3279
Si	6.7557	12.1359	1.2404
Si	9.726	14.9168	1.6449
Si	12.2129	1.3321	1.7456
Si	14.9716	4.0625	1.7142
Si	12.4804	6.6691	1.2472
Si	15.2202	9.3751	0.9693
Si	12.2165	12.0891	1.216
Si	14.8233	14.8419	1.144
Si	-0.0093	2.6686	2.9503
Si	2.6707	0.0378	2.5415
Si	0.0124	8.1987	2.7401
Si	2.8047	5.2982	2.7964
Si	0.0462	13.5621	2.4966
Si	2.8673	10.924	2.8506
Si	5.3794	2.7153	2.4944
Si	8.1892	-0.0399	2.7923
Si	5.53	8.0737	2.9522
Si	8.1824	5.3848	2.6649
Si	5.493	13.6376	2.6093
Si	8.1523	10.8391	2.7059
Si	10.8232	2.7403	2.9429
Si	13.6119	-0.1979	2.7977
Si	11.0077	8.0874	2.5499
Si	13.6167	5.4843	2.917
Si	11.0686	13.473	2.8195
Si	13.7407	10.7266	2.4276
Si	1.3957	4.0489	4.1974
Si	4.0448	1.38	3.9515
Si	1.4048	9.5401	4.0943
Si	4.1022	6.706	4.178
Si	1.3589	14.9532	3.9348
Si	4.1754	12.346	4.1141
Si	6.7709	4.0136	3.9819
Si	9.4717	1.3323	4.2018
Si	6.8712	9.5265	4.1727
Si	9.5737	6.7869	3.9842
Si	6.821	14.9216	4.0835
Si	9.5457	12.1909	4.0657
Si	12.2273	4.1067	4.2168
Si	14.9394	1.2413	4.1576
Si	12.35	9.4692	3.93
Si	15.0084	6.8696	4.1713
Si	12.2994	14.8616	4.2161
Si	15.0165	12.1816	3.8861
Si	0.0387	-0.0718	5.4322
Si	2.7597	2.675	5.4723
Si	0.0288	5.4631	5.4915
Si	2.7239	8.1364	5.4584
Si	0.0176	10.9112	5.3969
Si	2.7182	13.66	5.3985
Si	5.4089	0.0073	5.3655
Si	8.0875	2.7104	5.4722
Si	5.4877	5.3668	5.4609
Si	8.2471	8.1333	5.4319
Si	5.493	10.9263	5.4671
Si	8.1995	13.5779	5.4397
Si	10.885	-0.05	5.4863
Si	13.5901	2.6762	5.485
Si	10.8483	5.4741	5.4939
Si	13.6152	8.2037	5.4717
Si	10.9531	10.8137	5.3512
Si	13.7113	13.5	5.4289
Si	1.365	1.3272	6.7986
Si	4.0848	4.0661	6.8278
Si	1.3685	6.818	6.8594
Si	4.0947	9.5408	6.7772
Si	1.37	12.2834	6.7708
Si	4.0607	15.0124	6.7824
Si	6.7387	1.3462	6.8143
Si	9.474	4.0831	6.8207
Si	6.8362	6.7803	6.777
Si	9.5882	9.5024	6.7722
Si	6.8452	12.2582	6.8319
Si	9.5197	14.9432	6.8332
Si	12.2148	1.345	6.8405
Si	14.9617	4.08	6.8029
Si	12.235	6.8401	6.8211
Si	14.9897	9.5728	6.8042
Si	12.2808	12.19	6.7554
Si	14.9968	14.9302	6.7963
Si	-0.0025	2.7203	8.1418
Si	2.7116	0.0145	8.1862
Si	-0.0006	8.1945	8.1818
Si	2.7228	5.4436	8.2036
Si	0.0115	13.6247	8.1626
Si	2.7419	10.9129	8.1387
Si	5.406	2.7297	8.1904
Si	8.1427	-0.0011	8.1678
Si	5.4456	8.1539	8.1245
Si	8.1478	5.4496	8.1847
Si	5.4505	13.6438	8.14
Si	8.2086	10.8642	8.138
Si	10.8436	2.7112	8.1918
Si	13.6137	0.0003	8.1564
Si	10.8875	8.1822	8.1887
Si	13.5905	5.4528	8.1601
Si	10.9181	13.5663	8.1307
Si	13.624	10.9002	8.1789
Si	1.3071	4.0919	9.5362
Si	4.0234	1.4186	9.5429
Si	1.3877	9.5585	9.5164
Si	4.0817	6.8312	9.5497
Si	1.318	15.0079	9.5261
Si	4.1078	12.2804	9.5132
Si	6.756	4.116	9.5271
Si	9.4767	1.3567	9.5737
Si	6.8115	9.5091	9.4765
Si	9.507	6.8184	9.5223
Si	6.7861	14.9931	9.5388
Si	9.5493	12.2268	9.5056
Si	12.2134	4.1025	9.5269
Si	14.9429	1.4166	9.5243
Si	12.2404	9.5539	9.5188
Si	14.9397	6.8322	9.5275
Si	12.2418	14.9683	9.4949
Si	14.9747	12.2945	9.5222
Si	-0.0328	0.0797	10.8906
Si	2.6507	2.7654	10.9257
Si	-0.0606	5.459	10.9078
Si	2.7174	8.2001	10.9292
Si	0.0212	10.9297	10.837
Si	2.694	13.6477	10.8296
Si	5.4198	0.0845	10.8493
Si	8.0748	2.7586	10.8903
Si	5.4482	5.4923	10.9277
Si	8.1518	8.1787	10.8691
Si	5.4792	10.8709	10.862
Si	8.1683	13.5841	10.8514
Si	10.8661	-0.0509	10.8993
Si	13.6002	2.8025	10.9195
Si	10.8323	5.4474	10.8808
Si	13.5483	8.1806	10.8714
Si	10.9131	10.9139	10.8977
Si	13.631	13.6853	10.8805
Si	1.2499	1.454	12.3134
Si	4.0128	4.1627	12.2384
Si	1.2948	6.8256	12.2547
Si	4.1323	9.546	12.2842
Si	1.4027	12.2531	12.2097
Si	3.9815	15.1178	12.1208
Si	6.7	1.4479	12.2814
Si	9.4121	4.1276	12.2306
Si	6.8303	6.8612	12.304
Si	9.5351	9.518	12.2079
Si	6.8543	12.2073	12.2323
Si	9.483	14.8996	12.2819
Si	12.2465	1.3693	12.1904
Si	14.8728	4.229	12.3865
Si	12.1644	6.8145	12.2355
Si	14.9229	9.6015	12.1284
Si	12.2495	12.3588	12.2157
Si	14.966	15.0666	12.2702
Si	-0.0302	2.8983	13.733
Si	2.672	0.1127	13.6247
Si	-0.2173	8.1387	13.4912
Si	2.7337	5.5756	13.6386
Si	0.0805	13.7106	13.5168
Si	2.7247	10.8432	13.6365
Si	5.2894	2.7978	13.6661
Si	8.0439	-0.0063	13.5308
Si	5.5208	8.2654	13.7093
Si	8.1542	5.4764	13.713
Si	5.288	13.6199	13.287
Si	8.3306	10.9076	13.6406
Si	10.7287	2.6628	13.4399
Si	13.6375	0.1129	13.6645
Si	10.82	8.1258	13.6132
Si	13.381	5.5737	13.7892
Si	10.9163	13.591	13.7176
Si	13.6266	11.013	13.5087
Si	1.5535	4.1242	15.0307
Si	3.639	1.7481	15.0396
Si	0.9896	9.6429	14.7307
Si	4.3106	6.7165	14.9934
Si	1.6663	14.7667	14.9053
Si	3.8821	12.5376	14.7818
Si	6.4332	4.4096	14.9099
Si	9.627	1.1164	14.8104
Si	7.234	9.3474	14.9669
Si	9.3365	6.9883	15.13
Si	6.6328	14.8526	14.6574
Si	10.062	11.7892	15.0681
Si	12.115	3.829	14.8595
Si	14.6405	1.828	15.01
Si	12.2689	9.5719	14.7091
Si	14.4549	7.3267	15.0136
Si	11.9954	15.3345	14.8934
Si	15.2957	12.1239	14.7616
Si	13.9362	15.732	20.1539
Si	-16.7112	12.3847	17.7096
Si	-18.3996	-4.916	21.7803
Si	1.3479	9.7084	17.6843
Si	-8.8678	25.5269	20.5165
Si	18.5617	-15.0707	21.5964
Si	1.044	15.1714	17.9014
Si	3.9779	30.9871	18.9597
Si	27.5659	-8.0967	20.2521
Si	16.6734	-8.8366	19.6705
Si	9.5208	15.3911	18.4197
Si	-0.2505	5.655	17.1411
Si	5.2155	21.5514	21.6163
Si	11.8328	-1.1777	22.3176
Si	-24.8525	6.0536	20.3293
Si	7.898	18.1725	21.8039
Si	-22.6527	6.2509	18.2139
Si	9.3601	-2.6475	20.9458
Si	-8.6863	2.3863	16.935
Si	-10.9031	12.3722	17.466
Si	8.2046	-2.8968	16.6221
Si	16.1888	17.511	19.6629
Si	-22.6487	-5.7254	21.4295
Si	-11.401	18.4671	21.8596
Si	14.0457	-8.0588	21.3374
Si	0.6133	-3.9372	21.8469
Si	-12.907	29.2544	21.3623
Si	0.9247	31.5995	22.8385
Si	-1.7013	2.9337	17.7635
Si	3.8844	24.5434	17.7093
Si	20.9487	26.4403	21.6073
Si	13.7173	29.2602	19.5553
Si	22.7631	-22.8766	17.8841
Si	-6.5966	6.5056	22.4518
Si	3.1952	-8.8906	20.5658
Si	-8.8383	15.2268	22.5252
Si	38.0182	16.5168	17.0362
Si	11.5676	3.6244	17.9245
Si	9.2581	-14.3007	19.2122
Si	12.4719	14.9818	17.8547
O	2.7787	-2.7038	-9.1576
O	10.8172	16.4208	-9.2039
O	-9.7587	1.2177	-7.3341
O	1.0112	5.048	-8.2101
O	-11.4504	17.8612	-1.1074
O	-6.8878	-2.1917	-5.0846
O	3.5052	7.3126	-5.5192
O	4.9934	15.8425	-6.0277
O	-6.6463	-4.2124	-3.4984
O	-7.3115	2.3685	-3.7306
O	-2.0845	12.0228	-1.1994
O	10.6154	7.5945	-5.6001
O	4.0968	1.0065	-8.0721
O	12.7549	-2.2826	-1.4681
O	6.4085	5.2443	-3.9971
O	1.0933	-7.3073	-8.262
O	-2.9393	2.8577	-9.4623
O	15.0676	16.7823	-3.9149
O	0.2543	13.8964	-2.1628
O	-9.3886	12.9618	-6.9994
O	22.7181	1.891	-3.3001
O	-15.5688	11.2224	-6.7869
O	5.7799	5.6593	-1.4239
O	11.2063	10.6439	-9.0243
O	9.6209	1.2947	-0.1325
O	11.0437	-0.668	-6.4538
O	11.3755	3.8442	-8.1787
O	1.8639	9.1741	-0.4067
O	0.2876	16.4326	-5.9561
O	3.639	23.7223	-8.1696
O	20.5579	11.568	-3.4656
O	2.5776	19.249	-8.9758
O	10.9201	9.8262	-4.1644
O	8.7962	7.3463	-1.0292
O	15.6702	11.8146	-3.4198
O	3.3859	13.2586	22.9659
O	6.9546	-6.2303	16.392
O	-5.629	2.457	18.645
O	-8.3909	2.7816	23.1272
O	-1.3943	1.7885	16.629
O	-6.8761	12.3455	24.1189
O	4.0051	6.2233	21.2465
O	1.1173	18.034	20.524
O	-3.2004	12.0403	20.7859
O	-2.9621	24.8536	15.4609
O	2.9753	9.5739	17.8179
O	-7.7785	22.2459	18.8871
O	-2.6472	-8.7405	22.7634
O	1.9008	12.5747	20.897
O	5.3762	5.5469	15.4547
O	-7.6381	14.8957	17.127
O	4.0261	-2.1457	20.522
O	23.97	9.5813	18.9422
O	-6.9159	12.3538	16.4878
O	-0.9614	7.6896	20.6121
O	-0.8124	35.1544	19.0267
O	-3.2473	19.471	18.1958
O	8.2111	32.9431	22.1194
O	9.8545	6.4698	16.6041
O	-7.7414	9.8331	21.4701
O	-2.8004	-16.6886	18.59
O	21.8006	-7.836	17.8219
O	2.4981	15.135	18.5813
O	16.9465	8.8686	18.8506
O	24.1737	-2.2424	21.4222
O	12.6216	-0.4829	21.0928
O	15.1927	12.6565	16.2975
O	16.5132	22.6171	18.5777
O	10.4556	14.4871	21.8164
O	-3.7856	-2.7962	18.6039
O	5.7899	-17.2932	15.9712
O	1.5892	7.2219	20.6831
O	0.3013	13.767	18.1897
O	6.0415	9.7247	21.002
O	8.0893	14.6364	23.8797
O	3.6023	-7.4357	21.2043
O	-9.4182	9.2808	24.0509
O	1.6722	14.8804	24.215
O	10.5762	7.5424	21.5524
O	2.1546	2.2048	22.9188
O	16.1244	16.3681	23.1195
O	14.7144	12.0173	18.6793
O	3.8695	23.436	24.1268
O	14.5006	1.6667	24.1871
O	7.0185	3.6849	16.242
O	5.9504	15.5596	22.9257
O	4.6308	20.0556	21.8097
O	-3.8335	3.7481	24.1548
O	-3.4954	-8.2989	20.296
O	-8.1233	8.1204	15.4442
O	0.8585	11.2951	23.0104
O	4.8588	12.0347	15.9871
O	-7.3685	16.773	19.0206
O	3.742	1.4137	21.0208
O	12.7238	14.8199	16.2732
O	4.3529	13.3489	18.1157
O	0.9946	4.2677	24.0298
O	21.8435	11.0266	18.3402
O	10.768	21.8612	23.2032
O	4.7365	10.368	23.2067
O	8.918	1.8078	16.1108
O	8.1575	2.8639	18.38
O	15.2538	-9.5287	16.3397
O	1.097	-0.929	16.2975
O	-0.9145	6.3254	24.0533
O	-4.8068	16.2639	23.4219
O	0.0004	-5.4299	14.9328
O	14.4795	-2.1229	20.2228
O	14.1817	9.8234	21.7613
O	-1.249	-11.9235	17.2994
O	18.3255	15.9957	21.8683
O	10.7733	10.5448	22.876
O	8.8282	5.5722	21.4914
O	7.4769	7.6008	20.6252
O	7.6888	13.6766	15.1155
O	-5.2652	5.0507	18.5311

Results
free energy: -229903.069 eV
free energy less fixed offsets of O -570.45, Si -639.56 eV per atom: -3.509 eV

Forces (eV/angstrom), in the order of the atoms: element, x, y, z
Si	0.0003	0.0022	-0.0082
Si	-0.0024	-0.0025	-0.0121
Si	0.0012	0.0019	-0.0055
Si	0.0006	0.0006	-0.0094
Si	0.0039	0.0001	-0.0094
Si	-0.0002	0	-0.0124
Si	0.0001	0.0045	-0.0172
Si	-0.001	0.0002	-0.0091
Si	0.0023	0.0042	-0.0124
Si	0.0003	-0.0003	-0.0122
Si	-0.0031	-0.0053	-0.0124
Si	0.0018	-0.001	-0.0101
Si	-0.0003	-0.0004	-0.0084
Si	0.0001	0.0039	-0.0064
Si	-0.0011	0.0026	-0.0103
Si	-0.001	-0.0021	-0.0124
Si	0.0031	-0.0008	-0.0107
Si	-0.0008	-0.0025	-0.0198
Si	-0.0015	0.0008	0.0012
Si	0.0014	-0.0009	-0.0006
Si	0.0008	0.0005	-0.0001
Si	-0.0001	0.0003	0.0017
Si	0.001	0.0021	0.0006
Si	0.0016	-0.0023	0.0007
Si	-0.0028	0.0003	0.0011
Si	0.0006	0.0002	0.0003
Si	-0.0015	0.0014	0.0007
Si	-0.0001	-0.0001	0.0023
Si	0.0027	0.0002	0.0027
Si	-0.0008	0.0064	-0.0013
Si	-0.0021	-0.0011	-0.0009
Si	-0.001	0.0001	-0.0011
Si	0.0006	-0.0018	-0.0004
Si	0	0.0003	0.0002
Si	-0.0019	0.0015	0.0008
Si	-0.0023	0.001	0.0002
Si	-0.0008	-0.0005	-0.0007
Si	-0.0002	0.0003	-0.0028
Si	0.0013	0.0002	-0.0015
Si	-0.0013	0.0004	0.0011
Si	-0.0007	-0.0008	-0.0012
Si	-0.0018	0.0016	-0.0018
Si	-0.0011	-0.0007	-0.0008
Si	0.0006	-0.0022	-0.001
Si	-0.0013	-0.0009	0
Si	-0.0012	0.0018	-0.0016
Si	0.0005	0.0021	-0.001
Si	-0.0015	-0.0011	0.0003
Si	0.002	0.0008	-0.0011
Si	0.003	0.0017	-0.001
Si	-0.0001	0.001	-0.001
Si	0.0001	0.0002	0.0002
Si	0.0017	-0.0014	0.0003
Si	-0.0017	-0.0012	-0.0013
Si	0.001	0.0018	-0.0004
Si	-0.0005	0.0004	0.0006
Si	-0.0014	-0.0001	0.0005
Si	-0.0002	0.0002	-0.0027
Si	-0.0019	0.0007	-0.001
Si	0.0007	0.0008	-0.0001
Si	0.0002	0.0018	-0.0001
Si	-0.0001	-0.0003	-0.0009
Si	0.0008	0.0016	-0.0009
Si	0.0011	-0.0011	0
Si	0.001	-0.0027	-0.001
Si	0.0002	-0.0021	-0.001
Si	-0.0009	-0.0003	0.0006
Si	-0.0019	0.0007	0.0006
Si	0.0011	-0.0009	0.001
Si	0.0011	0.0018	-0.0024
Si	0.0021	0.0006	-0.0019
Si	0.0006	-0.0006	-0.0011
Si	0.0016	-0.0005	-0.0003
Si	0.001	0.0013	0.0007
Si	0.0008	0.0006	-0.0013
Si	-0.0001	0.0004	-0.0004
Si	0.0001	0.0002	0.0007
Si	-0.0003	-0.0006	-0.0009
Si	-0.0008	0.0009	-0.0003
Si	0.0008	0.0019	-0.0012
Si	-0.0007	0.0004	0.0005
Si	-0.0004	-0.0005	-0.0009
Si	0.0001	-0.0016	-0.0002
Si	-0.0003	-0.0005	0.0007
Si	0.001	0.0017	-0.0002
Si	0.0013	0.0021	-0.0007
Si	0.0017	0.0009	-0.0007
Si	0	0.0006	0.0011
Si	0.0009	-0.0006	-0.0012
Si	0.0006	-0.0017	-0.0013
Si	-0.0003	-0.0001	-0.0007
Si	0.0006	-0.0001	-0.0006
Si	-0.0004	0.0004	0.0006
Si	0.0002	0.0012	-0.0002
Si	0.001	-0.0011	-0.001
Si	0.0004	0.0004	0.0003
Si	0.0004	-0.0001	-0.0007
Si	0.0002	0.001	-0.0007
Si	0.0002	0.0005	-0.0012
Si	-0.0009	0.0003	0.0004
Si	-0.0019	0.0014	-0.0006
Si	0.0005	-0.0003	-0.003
Si	-0.0002	-0.0006	-0.0012
Si	-0.0008	-0.0005	0.001
Si	-0.0007	-0.0021	-0.0003
Si	0.0002	-0.0003	-0.0003
Si	-0.0001	0.0005	0.001
Si	-0.0008	0.0018	-0.0001
Si	0.0008	-0.0006	0.0001
Si	0.0007	0.0006	-0.0005
Si	0.0008	-0.0001	0.0003
Si	0.0003	0.0007	0
Si	0	-0.0005	-0.0004
Si	-0.0002	-0.0004	0.0005
Si	0.0006	0	-0.0004
Si	0.0002	0.0007	-0.0011
Si	0.001	-0.0007	0.0003
Si	0.0003	-0.0005	-0.0004
Si	0.0005	-0.002	-0.0004
Si	-0.0004	-0.0003	-0.0014
Si	-0.0002	0.0004	0.001
Si	0.0006	-0.0009	-0.0002
Si	0.0015	0.0002	-0.0009
Si	-0.0006	0.0015	0.0002
Si	0.0002	0.0014	0.0002
Si	0.0005	0.0009	0.0009
Si	0.0006	-0.0007	-0.0001
Si	-0.0006	0.0012	-0.0002
Si	0.0013	-0.001	0.0008
Si	-0.0001	-0.0001	-0.0002
Si	-0.0005	0.0004	0.0004
Si	0.0011	0.0004	0.0003
Si	0	0.001	0.0009
Si	-0.0002	0.0003	0.0005
Si	0.0013	0.0001	-0.0007
Si	0.0003	0.0008	0.0007
Si	-0.0004	0.0005	-0.0003
Si	-0.0002	-0.0004	-0.0003
Si	0.0014	-0.0005	0.0004
Si	0.0006	0.0008	0.0001
Si	0.0014	-0.0001	0.0012
Si	0.0004	-0.0004	0.0012
Si	-0.0003	0.0003	0.0008
Si	0.0012	0.0001	0.0016
Si	0.0001	0.0004	0.0003
Si	0.0011	0	-0.0002
Si	0.0003	0.0007	0.0005
Si	0.0003	-0.0006	0.0003
Si	0.0001	-0.0008	0.0005
Si	0.001	-0.0015	0.001
Si	0.0013	0.0012	-0.0002
Si	0.0003	-0.0006	-0.0002
Si	0.0017	0.0004	-0.0002
Si	0.0006	0.0002	0.0005
Si	-0.0016	0.0003	0.0014
Si	0.0013	0.0001	0.001
Si	0.0015	-0.0002	-0.0008
Si	0.0001	0.0004	-0.0001
Si	0.0018	0.0011	-0.0003
Si	-0.0017	0.0015	0.0008
Si	0.0012	0.0006	-0.0007
Si	-0.0004	0.0003	-0.0009
Si	-0.0011	0.0017	0.0017
Si	0.0003	0.0011	0.0002
Si	0.0011	0.0006	0.0003
Si	0.0004	-0.0015	0.0001
Si	0.0004	0.002	0.0007
Si	-0.0015	0.0007	-0.0006
Si	-0.0011	0	0.0021
Si	0.0005	0.0019	0.0012
Si	0.001	0.0022	0.0016
Si	0	0.0007	0.0003
Si	0.001	-0.0008	-0.0008
Si	-0.0012	0.0005	0.0014
Si	-0.0004	-0.0011	0.0002
Si	-0.0016	0.0013	0
Si	0.0019	0.0008	0.0011
Si	-0.0003	0.0009	0.0011
Si	0.0004	0	0.0015
Si	0.0006	0.0002	0.0022
Si	-0.0014	-0.0006	-0.0013
Si	-0.0006	-0.0005	-0.002
Si	0.0004	-0.0008	-0.0013
Si	-0.0007	0.0018	-0.0001
Si	-0.0005	0.0012	0
Si	-0.0017	0	-0.0006
Si	0.0004	0.0005	-0.0001
Si	0.0012	-0.0014	-0.0023
Si	0.0011	-0.0003	-0.0003
Si	-0.0005	-0.0005	-0.0007
Si	-0.0002	-0.0033	-0.0013
Si	-0.0018	0.0009	0.002
Si	-0.001	0.0006	-0.0005
Si	0.0007	-0.0016	0.0014
Si	-0.0009	-0.0006	0.0002
Si	0.0014	0.0007	-0.0017
Si	0.0007	-0.0002	-0.0006
Si	0.0032	-0.0013	0.0004
Si	-0.0008	0.0017	0.0108
Si	0.0009	0.0015	0.0087
Si	0.0012	-0.0005	0.0118
Si	0	0.0004	0.0103
Si	0.0003	-0.0013	0.0087
Si	0.0013	-0.0005	0.0098
Si	0.0006	0.0013	0.0073
Si	-0.0001	0.0012	0.0082
Si	0	-0.0015	0.0109
Si	0.0014	0.0007	0.0098
Si	-0.0028	0.0009	0.01
Si	-0.0008	0.0003	0.0105
Si	0.0007	-0.003	0.012
Si	0.0024	0.0037	0.0095
Si	0.0022	0	0.0027
Si	0.0024	-0.0016	0.0124
Si	-0.0004	0	0.01
Si	0.0026	0.0011	0.0109
Si	0.0038	0.0003	-0.0026
Si	0.0042	-0.0022	0.0139
Si	0.0011	-0.0022	-0.0117
Si	0.0024	-0.0003	0.0137
Si	-0.0005	-0.0014	-0.0012
Si	-0.0005	-0.0019	-0.0114
Si	-0.0022	0.0003	0.0194
Si	-0.001	-0.0021	0.0015
Si	0.0044	0.0016	-0.0024
Si	0.0006	0.0008	0.0016
Si	0.0044	-0.0001	0.0033
Si	0.0003	-0.0018	0.0155
Si	-0.0041	0.0012	-0.0129
Si	0.002	-0.0045	-0.0078
Si	-0.0022	0.0032	-0.0019
Si	-0.0034	0.0016	-0.0109
Si	0.0014	0.0016	0.0097
Si	0.002	-0.0026	-0.0057
Si	-0.0015	-0.0004	0.0084
Si	0.0009	-0.0013	0.0121
Si	-0.0038	0.0022	0.0158
Si	0.0018	0.0015	0
Si	-0.0011	-0.0023	-0.0102
Si	0.0002	0.0052	-0.0126
Si	0.0002	0.0001	-0.0112
Si	-0.0034	0.0034	-0.0094
Si	-0.0004	-0.005	-0.0082
Si	0	-0.0022	-0.0135
Si	-0.0023	0.0053	0.0153
Si	0.0006	0.0026	0.0116
Si	0.002	-0.0047	-0.013
Si	0.0021	0.0014	0.0007
Si	-0.0016	-0.0018	0.0107
Si	0.0007	0.0054	-0.0181
Si	0.0023	-0.0005	-0.0042
Si	0.0026	0.0007	-0.0114
Si	0.0027	0.0037	0.0101
Si	0.0013	0.0012	0.0099
Si	0.0046	0.0005	0.0008
Si	-0.0009	-0.002	0.0115
O	0.0006	0.0006	-0.0067
O	-0.0001	0.0017	-0.0001
O	-0.001	-0.0011	-0.0043
O	0.0033	-0.0015	-0.0106
O	0.0034	-0.0074	0.0137
O	0	0.0046	0.003
O	0.0006	0.0017	-0.004
O	0.0002	0.0016	-0.0046
O	-0.0004	0.0037	0.0027
O	-0.0017	-0.0019	0.0039
O	-0.0074	0.0097	0.01
O	-0.0001	-0.0016	0.0009
O	0.0005	-0.0021	-0.0073
O	0.0021	0.0021	0.0106
O	0.0007	0.0018	0.0028
O	0.0016	0.0012	-0.0121
O	0.003	0.0054	-0.0056
O	-0.0003	-0.0038	-0.0008
O	0.0049	0.0034	0.0057
O	0.0048	0.0028	-0.0041
O	0.001	-0.0019	0.0066
O	-0.0002	-0.0002	-0.0058
O	-0.0023	-0.0004	0.0145
O	-0.0004	0	-0.0046
O	0.0043	-0.0022	0.0104
O	-0.0008	-0.003	0.0024
O	0.0027	-0.0001	-0.0143
O	-0.001	0.0004	0.0066
O	0.0016	-0.0023	-0.0046
O	0.0017	-0.0046	-0.0134
O	0.0006	0.004	0.0058
O	0.0004	-0.0024	-0.0032
O	-0.0013	0.0001	0.0027
O	-0.0033	0.006	0.0102
O	0.0034	-0.0008	0.0051
O	-0.0026	0.0017	0.0126
O	0.0028	-0.0008	-0.0134
O	-0.0024	-0.0002	-0.0039
O	0.0014	-0.0002	0.0102
O	-0.0025	-0.0029	-0.0129
O	-0.0033	0.0025	0.0069
O	0.0031	0.0001	0.0064
O	0.0022	-0.0008	0.0049
O	-0.001	-0.0006	0.0016
O	-0.0012	0.0004	-0.0059
O	-0.0012	-0.0003	-0.0035
O	0.0008	-0.0006	-0.0022
O	0.0039	-0.001	0.0118
O	-0.0002	0.0047	0.0055
O	0.0004	-0.0014	-0.0044
O	-0.0025	-0.0057	-0.0016
O	0.0001	-0.0004	-0.0002
O	-0.0029	0.0004	-0.0011
O	0.0026	-0.0035	-0.0102
O	-0.0011	0.0013	0.0026
O	-0.0017	-0.0008	-0.0042
O	0.0006	-0.0003	-0.0027
O	-0.0062	-0.0012	0.0049
O	-0.0015	0.0034	-0.0126
O	0.0026	0.002	0.0031
O	-0.0024	0.0026	-0.001
O	0.0012	0.001	-0.0037
O	0.0007	0.0009	-0.0052
O	0.0022	0.0036	-0.0063
O	-0.0015	0.0027	0.0105
O	-0.0025	-0.0023	0.0051
O	0.0003	0.0003	-0.0149
O	-0.0013	-0.002	-0.0072
O	0.0036	0.007	0.0068
O	-0.0004	0.0001	-0.0018
O	0.006	-0.0016	-0.0091
O	0.0023	0.002	-0.0005
O	0.0004	0.0011	-0.0068
O	-0.0023	0.0025	-0.0031
O	0.0027	-0.0043	0.0087
O	0.0008	0.0017	-0.0003
O	0.0012	-0.0001	0.0036
O	0.0041	-0.0006	0.008
O	-0.0004	-0.0058	0.0015
O	0.0017	0.0024	0.0106
O	-0.0042	0.0004	0.0114
O	0.0026	0.0019	-0.0042
O	-0.0014	0.0003	0.0071
O	-0.0026	0.0003	0.0064
O	-0.0022	0.0019	-0.0048
O	-0.002	-0.001	0.0138
O	0.0007	-0.0001	0.0018
O	0.0009	-0.0008	0.0069
O	0.0027	-0.0014	0.0049
O	-0.0005	0.0031	-0.0051
O	0.0028	-0.0065	0.0117
O	-0.0031	0.0013	-0.015
O	-0.0029	-0.001	-0.001
O	0.0013	0.0003	0.0083
O	-0.0015	-0.0024	-0.0133
O	0.0037	-0.0004	-0.0022
O	0.0004	0.0026	0.0071
O	-0.0002	0.0031	-0.0038
O	0.0048	-0.0046	0.0102
O	0.0038	-0.0009	0.0137
O	0.0027	-0.0042	-0.0115
O	-0.0035	-0.0011	-0.0037
O	-0.0052	0.0047	-0.0107
O	0.002	-0.0024	-0.0101
O	0.0032	-0.0007	0.0061
O	-0.005	-0.0013	0.0088
O	0.0005	0.0003	-0.005
O	0.0008	0.0015	0.0018
O	0.0027	0.0027	0.0019
O	0.0041	0.0013	-0.0036
O	-0.0019	-0.0028	0.0051
O	-0.0008	0.0009	0.0133
O	0.0041	0.0031	0.0056
O	-0.0012	0.0008	-0.0004
O	-0.0014	0.0041	-0.0077
O	0	0.0001	-0.003

The program warned: the cutoff lies below the one the program advises for these potential files; the forces do not sum to zero within the program's tolerance; empty levels may hold ghost states of the PAW files; the exchange-correlation potential is rough where the density is thin.
